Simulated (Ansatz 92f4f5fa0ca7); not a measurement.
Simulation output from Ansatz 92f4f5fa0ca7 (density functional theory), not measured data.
Periodic cell of 225 atoms, Si132O91P2, from a study of silicon, its oxide and their interface. The atomic structure is a simulated model.
Doubt: the cutoff is far below the 930 eV that the study's wrapper takes by default for these files, so forces and energies are approximate.

Settings
functional: PBE
potential files: Ansatz PAW
basis: plane waves
wave-function cutoff: 580 eV
density cutoff ratio: 5
exchange-correlation grid ratio: 1
k mesh: 1 x 1 x 1, Gamma-centred
self-consistency stop: 5e-08 eV per atom in the density residual
occupations: fixed
spin: none
net charge: 0

Cell vectors (angstrom)
a 10.938 0 0
b 0 10.938 0
c 0 0 31.9494

Atoms: element, x, y, z (angstrom)
Si 10.5291 0.1648 24.583
Si 5.0428 0.2042 24.7096
Si 2.7886 2.3902 24.4954
Si 8.4683 2.5397 24.6276
Si 10.7115 5.6643 24.3314
Si 5.0885 5.6638 24.4537
Si 2.9228 8.0041 24.4484
Si 8.3872 7.8806 24.413
Si 1.2563 1.2673 25.8635
Si 6.7633 1.3938 25.8079
Si 3.9433 4.0673 25.7567
Si 9.6644 4.1012 25.8543
Si 1.3002 6.8415 25.7171
Si 6.7725 6.7651 25.735
Si 3.9627 9.5275 25.9664
Si 9.4146 9.4961 25.838
Si 2.5996 -0.0619 27.2967
Si 8.0971 -0.0209 27.1863
Si 0.0474 2.7472 27.2388
Si 5.411 2.7827 27.1499
Si 2.6379 5.4639 27.1382
Si 8.169 5.4286 27.1404
Si -0.0272 8.2087 27.1534
Si 5.4837 8.1845 27.1805
Si 4.0702 1.3695 28.5137
Si 9.5285 1.36 28.5066
Si 1.382 4.1128 28.6056
Si 6.8016 4.1017 28.5392
Si 4.0705 6.8072 28.4892
Si 9.5405 6.8209 28.4901
Si 1.2714 9.515 28.6404
Si 6.8 9.5547 28.5893
Si -0.049 0.0164 29.921
Si 5.4407 0.0141 29.9042
Si 2.7482 2.7377 29.9177
Si 8.1819 2.7373 29.889
Si -0.0295 5.4826 29.9019
Si 5.4461 5.4776 29.8956
Si 2.7314 8.1856 29.9041
Si 8.2064 8.1983 29.8996
Si 1.3673 1.3673 31.2657
Si 6.8362 1.3673 31.2657
Si 4.1018 4.1018 31.2657
Si 9.5708 4.1018 31.2657
Si 1.3673 6.8362 31.2657
Si 6.8362 6.8362 31.2657
Si 4.1018 9.5708 31.2657
Si 9.5708 9.5708 31.2657
Si 2.7345 0 0.6835
Si 8.2035 0 0.6835
Si 0 2.7345 0.6835
Si 5.469 2.7345 0.6835
Si 2.7345 5.469 0.6835
Si 8.2035 5.469 0.6835
Si 0 8.2035 0.6835
Si 5.469 8.2035 0.6835
Si 4.1087 1.368 2.0583
Si 9.6037 1.3399 2.0337
Si 1.3622 4.1303 2.0496
Si 6.8391 4.1271 2.0414
Si 4.0988 6.837 2.0342
Si 9.582 6.8317 2.0603
Si 1.3711 9.5987 2.0501
Si 6.8401 9.6085 2.0417
Si 0.0431 0.026 3.4666
Si 5.4977 0.0276 3.4493
Si 2.7236 2.7605 3.3847
Si 8.2744 2.7704 3.3081
Si 0.0447 5.5108 3.4707
Si 5.4842 5.5209 3.4135
Si 2.7513 8.236 3.3699
Si 8.2586 8.2899 3.3676
Si 1.4053 1.4284 4.8214
Si 6.9422 1.4555 4.7073
Si 4.089 4.1341 4.7321
Si 9.6245 4.054 4.7521
Si 1.3958 6.9633 4.8088
Si 6.8624 6.973 4.7092
Si 4.1192 9.5519 4.7689
Si 9.6472 9.5615 4.8218
Si 2.8009 0.0121 6.1159
Si 8.3347 0.1066 6.075
Si 0.0615 2.7752 6.2645
Si 5.5573 2.8236 6.0401
Si 2.7977 5.587 6.0871
Si 8.2882 5.5749 5.9158
Si 0.1037 8.2945 6.3294
Si 5.5328 8.2899 6.2024
Si 4.4739 1.1592 7.2808
Si 9.8839 1.1225 7.5796
Si 1.2287 4.4836 7.4316
Si 6.695 4.5187 7.2213
Si 4.3668 6.6744 7.5002
Si 9.7994 6.5872 7.4143
Si 1.3401 9.9025 7.6853
Si 6.7622 9.9489 7.388
O 9.4705 1.3408 24.0275
O 4.0375 6.8629 23.9578
O 3.9671 1.2964 24.0556
O 9.5303 6.7708 23.8975
O 0.017 5.5069 7.9577
O 5.6157 0.1118 7.8952
O 0.1311 0.0537 8.1188
O 5.5841 5.5903 7.8419
O 7.6575 3.94 8.4121
O 8.829 7.0302 8.6852
O 2.2171 9.401 9.0417
O 9.0032 1.669 8.8914
O 7.6586 9.4467 8.6879
O 3.6361 1.8068 8.5325
O 3.6067 7.1583 8.9076
O 2.1218 4.0179 8.7492
O 8.0066 3.5566 23.4022
O 0.5228 5.0752 22.9449
O 1.9948 2.8754 23.1256
O 5.6828 4.9162 23.0995
O 5.5532 10.0887 23.5617
O 2.3142 8.7189 23.0726
O 0.1725 10.2926 23.2712
O 7.7398 8.5812 23.0524
Si 8.4877 7.8502 18.5983
Si 8.9153 6.322 13.6919
Si 3.848 1.2447 14.5183
P 2.5443 5.4488 17.4586
Si 2.4178 3.0903 19.4528
Si 9.876 8.976 12.0653
Si 1.213 9.5854 22.2435
Si 9.1892 0.8993 13.2296
Si 1.4351 4.9271 13.0304
Si 1.8266 8.1345 12.7868
Si 6.603 9.5851 22.4466
Si 4.7391 4.2491 15.3881
Si 8.2568 2.9706 9.5494
P 0.5782 8.3717 19.5045
Si 6.9225 1.3606 21.1069
Si 8.2883 8.2587 9.6089
Si 10.9808 5.1358 15.6661
Si 7.5291 9.4748 16.3463
Si 9.8802 2.1853 20.4081
Si 3.259 8.4359 9.8963
Si 6.737 3.3289 17.4
Si 1.0714 0.2909 19.9767
Si 3.2767 2.7188 12.2279
Si 7.125 5.472 19.7156
Si 5.8396 8.5052 11.4396
Si 5.9698 5.9354 13.0596
Si 4.557 9.7026 17.6318
Si 1.0414 3.745 22.1241
Si 4.8887 1.4722 18.8305
Si 3.2422 3.0768 9.4474
Si 6.5377 10.5958 13.7122
Si 10.3216 0.092 16.0287
Si 5.7354 3.5649 11.0606
Si 9.8719 3.8216 11.9283
Si 2.2824 9.8176 15.5357
Si 5.8831 8.1699 19.8889
Si 6.804 3.976 22.3899
Si 9.7909 2.7483 17.4371
O 7.3032 6.3186 13.9344
O 10.2644 4.0132 16.5637
O 6.0837 9.9131 17.0183
O 10.1357 0.7067 14.5337
O 8.3998 6.2722 19.0446
O 5.1385 0.2878 14.2497
O 5.6866 2.1074 17.5733
O 8.2859 2.0638 20.5996
O 2.1135 3.953 18.0887
O 6.9786 2.6358 10.5295
O 4.9151 2.671 12.1485
O 6.1912 4.2152 16.1468
O 4.62 3.8912 9.8779
O 10.6255 2.9601 21.6361
O 9.8504 6.1736 15.0502
O 5.8886 6.5321 19.8955
O 4.0515 0.2025 18.2474
O 9.3485 10.4942 12.3182
O 2.8648 4.2077 12.7701
O 1.8988 10.7832 21.3337
O 3.9947 2.6545 19.5248
O 0.6832 9.9899 15.9873
O 1.0532 9.8871 19.0186
O 1.6775 1.6399 19.3297
O 8.8798 10.4022 16.532
O 4.7123 8.6313 18.8568
O 9.5847 8.724 10.4819
O 6.7192 4.2477 18.739
O 2.8986 1.4924 13.2053
O 5.663 8.7995 21.3668
O 2.5734 2.4487 10.7941
O 7.4778 4.8362 21.1721
O 5.3092 7.318 12.4537
O 0.509 8.9911 12.4112
O 7.5853 0.9202 13.5837
O 7.1665 9.4743 14.749
O 9.1293 4.9714 12.8023
O 8.0381 8.0489 17.0177
O 6.131 2.5447 21.9275
O 2.4192 8.9121 14.136
O 0.4802 4.3345 11.8466
O 0.409 8.633 21.1454
O 9.3535 3.8174 10.395
O 9.6373 2.3127 12.5392
O 7.3773 8.6966 19.4494
O 2.6418 8.0648 11.3685
O 4.2901 2.7086 15.0753
O 0.8244 4.3935 14.4448
O 10.0851 3.031 19.0189
O 9.2459 7.7522 12.9632
O 10.4526 0.6573 20.3201
O 6.2736 4.9283 11.7876
O 8.1858 2.6457 17.1413
O 3.5345 4.9183 16.2686
O 4.7269 9.0404 10.3488
O 1.537 6.5543 13.1304
O 4.9482 5.2198 14.1022
O 1.948 3.9703 20.7605
O 10.5669 1.3665 17.0289
O 1.1844 5.8493 16.6151
O 7.334 10.9441 21.9056
O 5.9539 0.8796 19.9025
O 6.3025 9.8148 12.3007
O 2.8234 0.4244 15.4672
O 7.1016 7.8204 10.6436
O 9.9528 8.4392 18.985
O 3.3689 9.1611 16.6145

Results
free energy: -137176.159 eV
free energy less fixed offsets of O -568.88, P -755.39, Si -635.61 eV per atom: 3.221 eV

Forces (eV/angstrom), in the order of the atoms: element, x, y, z
Si -0.0378 0.0516 -0.3439
Si -0.0101 -0.0302 -0.1376
Si 0.002 -0.0363 -0.1819
Si 0.0729 -0.0131 -0.2697
Si -0.0324 -0.0124 -0.1046
Si 0.0287 0.0177 -0.1099
Si -0.0047 0.0616 -0.1429
Si 0.0044 -0.0054 -0.1569
Si 0.0948 -0.0276 0.1217
Si 0.0006 -0.005 -0.0019
Si 0.027 -0.0149 -0.0004
Si 0.0194 0.0606 -0.0327
Si 0.0223 0.0452 0.0196
Si -0.0202 -0.0173 0.0448
Si -0.0044 -0.0124 0.0593
Si 0.0583 -0.0332 0.0579
Si -0.0653 -0.0118 -0.0475
Si -0.1041 -0.0344 0.0277
Si -0.0125 0.0177 0.0419
Si -0.013 0.0501 -0.0075
Si -0.0487 -0.0536 0.0051
Si -0.0567 0.0062 -0.044
Si -0.0406 0.0087 -0.0506
Si -0.0077 0.0201 -0.0513
Si -0.0687 -0.0548 0.0464
Si 0.0367 0.0456 0.0578
Si -0.1342 0.0333 -0.1062
Si -0.0091 0.0099 -0.0148
Si 0.022 0.0801 0.0672
Si -0.0632 0.0105 0.0839
Si 0.0819 0.1234 -0.1776
Si -0.0326 0.0406 -0.0808
Si -0.0208 0.0706 0.0268
Si -0.0007 0.0181 0.0205
Si 0.0122 -0.1059 0.0209
Si 0.0339 -0.0142 0.0306
Si 0.0675 0.0191 0.0183
Si 0.0214 0.0116 -0.0062
Si 0.0985 -0.0768 0.0273
Si 0.0537 -0.0507 0.0011
Si 0.0316 0.1 -0.0198
Si -0.0028 0.0452 -0.0143
Si 0.0797 0.0036 0.1386
Si -0.1648 -0.0796 -0.0449
Si -0.0433 -0.0558 0.0524
Si -0.0037 0.0384 -0.0594
Si -0.118 -0.0087 0.0058
Si -0.2369 -0.0809 0.1839
Si 0.0523 0.0336 -0.03
Si 0.0198 0.0237 -0.1811
Si 0.1151 0.0674 -0.0148
Si 0.0534 0.0783 0.0804
Si -0.0214 -0.0533 -0.1271
Si 0.0336 0.0791 -0.0567
Si 0.1094 0.0828 0.1069
Si 0.1249 0.11 0.0346
Si -0.0169 0.0145 0.0013
Si 0.0622 -0.0315 -0.0291
Si -0.0734 0.0253 -0.0046
Si -0.0909 0.0381 -0.066
Si -0.0052 0.0385 -0.0225
Si 0.0127 0.0067 -0.0052
Si -0.0927 0.0054 -0.044
Si -0.1088 0.0079 -0.0085
Si 0.0006 -0.0145 -0.0825
Si 0.0266 0.0248 -0.0727
Si 0.1206 -0.0314 0.0298
Si -0.065 -0.0454 0.1867
Si -0.0336 -0.0314 -0.1111
Si 0.0586 -0.0492 -0.0104
Si 0.0427 -0.0207 0.0598
Si -0.0263 -0.1468 0.0689
Si 0.0574 0.0026 0.0341
Si 0.0687 0.0517 -0.0402
Si 0.002 -0.0456 -0.0258
Si 0.0185 -0.0214 -0.0162
Si 0.0851 0.0196 -0.0198
Si 0.0416 0.0536 -0.0312
Si 0.0022 -0.0525 0.0025
Si 0.0146 0.0123 0.0314
Si -0.0484 -0.0072 -0.0097
Si -0.0048 0.001 -0.0192
Si -0.0171 -0.0119 -0.0231
Si -0.0152 0.0177 -0.0045
Si -0.0202 -0.0305 -0.0008
Si -0.0125 0.0205 -0.0202
Si -0.023 -0.0011 -0.0048
Si -0.0013 -0.0241 -0.0082
Si 0.0133 0.018 0.1205
Si 0.0019 0.0042 0.1172
Si 0.0196 0.0397 0.1646
Si 0.0135 -0.0045 0.0753
Si 0.0059 0.0056 0.1068
Si -0.0056 -0.0243 0.1685
Si 0.0289 0.0255 0.1267
Si 0.009 -0.0025 0.1353
O 0.0867 -0.0523 0.2647
O 0.0548 -0.0519 0.0477
O 0.0151 0.0119 0.0532
O 0.0272 0.0095 0.0476
O 0.0128 0.0288 -0.0965
O -0.0112 -0.0007 -0.0759
O -0.0178 0.0202 -0.0481
O -0.034 0.0253 -0.0281
O -0.0343 0.0313 -0.1034
O -0.0027 0.005 -0.0727
O -0.0599 0.0366 -0.1473
O 0.002 -0.0274 -0.0518
O -0.0264 0.0299 -0.105
O 0.0173 -0.0434 -0.0637
O 0.0096 -0.0225 -0.066
O -0.0122 0.0061 -0.0909
O 0.03 -0.0238 0.1845
O -0.0675 0.1125 0.1897
O 0.0354 -0.0245 0.2146
O -0.0829 0.0796 0.1348
O -0.0688 0.0276 0.0996
O 0.0832 -0.0702 0.1619
O 0.0203 -0.08 0.0024
O 0.0454 -0.052 0.1373
Si 0.0091 -0.031 -0.0405
Si -0.0324 -0.0119 0.0032
Si -0.0206 -0.0382 0.0377
P 0.1356 -0.1069 0.2035
Si 0.1227 0.0412 -0.0939
Si 0.0058 -0.0225 0.141
Si 0.0641 0.1259 -0.1495
Si 0.0121 0.0161 0.0657
Si 0.0202 -0.0477 0.065
Si -0.0377 -0.0137 0.0954
Si 0.0155 0.0752 -0.1167
Si -0.0607 -0.054 0.0943
Si -0.0064 0.0101 0.1445
P 0.0275 0.0738 -0.066
Si 0.0104 -0.032 -0.1401
Si -0.016 -0.0383 0.1114
Si -0.0612 -0.189 -0.0617
Si -0.0212 -0.0249 0.0025
Si -0.0006 -0.042 -0.0477
Si 0.047 -0.0121 0.1523
Si 0.0241 -0.0204 -0.0368
Si -0.039 -0.1363 0.0961
Si -0.0517 -0.0216 0.1156
Si 0.0314 -0.044 -0.0832
Si 0.0323 0.0172 0.1513
Si 0.0583 0.0165 0.0706
Si -0.009 0.0634 -0.0402
Si -0.1045 -0.1309 -0.1317
Si -0.0109 0.0266 -0.0397
Si 0.0053 0.0122 0.1265
Si -0.0162 -0.0031 0.07
Si -0.0436 0.0318 0.0499
Si 0.0475 0.0315 0.0938
Si 0.0678 -0.0089 0.1092
Si 0.0432 0.1139 0.0079
Si 0.0271 0.0121 -0.1593
Si 0.0536 -0.0741 -0.1551
Si -0.0546 -0.0425 -0.0371
O 0.0052 -0.0081 -0.0294
O 0.0116 0.0315 -0.0271
O -0.0195 0.0027 0.0051
O -0.0167 0.014 -0.034
O -0.0601 -0.0499 0.0398
O 0.0029 -0.0446 -0.038
O -0.0113 -0.0113 0.0174
O -0.036 0.0127 0.0583
O -0.0408 0.1053 -0.0374
O 0.0061 -0.0105 -0.0551
O 0.0404 -0.0175 -0.0639
O -0.0148 0.0307 -0.018
O -0.0119 0.0003 -0.0702
O 0.0755 0.0347 0.0364
O 0.0359 0.0217 0.0039
O -0.0193 -0.0207 0.0099
O -0.0117 -0.0443 0.0045
O 0.0034 -0.0426 -0.0543
O 0.0193 -0.0117 -0.0271
O -0.0743 -0.0455 0.0998
O -0.0523 0.0306 0.0175
O 0.0131 -0.0722 0.0009
O 0.0191 -0.0383 -0.1023
O 0.0018 0.0191 -0.0241
O 0.0375 -0.0085 -0.0351
O -0.0459 -0.0532 0.0418
O -0.0213 -0.0137 -0.0863
O -0.0052 0.0435 0.0351
O 0.018 0.0082 -0.0763
O 0.0256 0.02 0.0943
O 0.009 -0.0087 -0.085
O -0.0297 -0.0297 0.0846
O -0.0094 0.0148 -0.0612
O 0.0252 -0.0151 -0.0382
O 0.0166 -0.0177 -0.033
O 0.0017 0.0145 -0.0477
O -0.0134 0.0026 -0.0292
O 0.0114 -0.0072 0.0227
O -0.0246 0.0689 0.0806
O -0.0177 -0.042 -0.0264
O 0.0026 -0.0103 -0.0365
O -0.1008 -0.0456 0.0927
O -0.0453 -0.041 -0.1015
O -0.0065 0.0163 -0.034
O -0.0666 -0.0153 0.0795
O 0.03 0.0261 -0.1178
O 0.0138 -0.0143 -0.0507
O -0.0306 0.0044 -0.0391
O 0.0151 0.0128 0.0468
O 0.0122 0.0163 -0.0449
O -0.0208 0.0416 0.0178
O -0.0479 -0.0436 -0.0535
O 0.0077 0.005 0.0291
O -0.0357 0.0635 -0.0614
O -0.029 0.001 -0.0603
O 0.0133 0.0178 -0.02
O 0.0232 0.058 -0.0687
O -0.045 0.0337 0.1189
O 0.0102 -0.0099 -0.0097
O 0.0425 0.208 0.06
O -0.0229 -0.0619 0.0639
O 0.0438 -0.0008 0.0695
O -0.0201 -0.0265 -0.0901
O -0.0088 -0.0221 -0.0218
O -0.0115 0.0052 -0.0706
O 0.1306 0.1057 -0.0038
O -0.0457 -0.1003 0.0349

The program warned: the cutoff lies below the one the program advises for these potential files; the exchange-correlation potential is rough where the density is thin.
